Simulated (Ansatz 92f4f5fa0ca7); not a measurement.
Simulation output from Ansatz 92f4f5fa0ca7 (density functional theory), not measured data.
Periodic cell of 224 atoms, Si133O89H1N1, from a study of silicon, its oxide and their interface. The atomic structure is a simulated model.
Doubt: the cutoff is far below the 930 eV that the study's wrapper takes by default for these files, so forces and energies are approximate.
This geometry differs little from another in the collection (a relaxation step or a small displacement).

Settings
functional: PBE
potential files: Ansatz PAW
basis: plane waves
wave-function cutoff: 580 eV
density cutoff ratio: 5
exchange-correlation grid ratio: 1
k mesh: 1 x 1 x 1, Gamma-centred
self-consistency stop: 5e-08 eV per atom in the density residual
occupations: fixed
spin: none
net charge: 0

Cell vectors (angstrom)
a	10.938	0	0
b	0	10.938	0
c	0	0	32.3082

Atoms and the computed forces on them: element, x, y, z (angstrom), force x, y, z (eV/angstrom)
Si	0.1852	-0.1628	24.9029	-0.0015	-0.0029	0.0055
Si	5.375	0.1454	24.7819	0.0104	-0.0143	0.0165
Si	3.1025	2.3785	24.8025	-0.0121	0.0105	0.0082
Si	8.0402	3.0344	24.8412	0.0129	-0.0142	0.0103
Si	-0.2305	5.8113	24.692	0.0051	-0.0051	0.0094
Si	5.7996	5.2413	25.0327	-0.0121	0.0004	0.019
Si	2.4485	8.558	24.8341	0.0036	-0.0075	0.0117
Si	8.5042	8.095	24.8852	-0.0002	-0.001	0.0079
Si	1.4294	1.3852	26.1531	-0.0017	0.0029	0.0102
Si	6.9081	1.369	26.1091	-0.0038	-0.0023	0.0049
Si	4.1373	4.0436	26.1564	-0.0033	0.0065	0.0045
Si	9.6464	4.1786	26.1027	-0.0024	0.0013	0.0052
Si	1.3842	6.861	26.0865	0.0006	-0.0008	0.0051
Si	6.9368	6.884	26.2214	-0.003	0.0015	0.0078
Si	4.1381	9.5789	26.131	-0.0044	0.0008	0.0033
Si	9.633	9.5907	26.2623	-0.0026	-0.0017	0.0091
Si	2.7578	-0.0107	27.5348	-0.0004	-0.0034	0.0008
Si	8.2084	0.0062	27.5328	0.003	0.0017	0.0065
Si	0.0215	2.7516	27.487	0.0021	-0.001	0.005
Si	5.501	2.689	27.5316	0.0019	0.0006	0.0041
Si	2.7384	5.4544	27.4736	0.0022	0	0.0023
Si	8.2599	5.4676	27.5516	0.0053	-0.0005	0.0011
Si	0.0377	8.1681	27.5574	0.0004	0.0013	0.0029
Si	5.4727	8.1985	27.5184	0.0006	-0.0002	0.0036
Si	4.1018	1.3673	28.8899	0.0878	-0.1148	0.193
Si	9.5708	1.3673	28.8899	0.1053	0.1876	-0.1557
Si	1.3673	4.1018	28.8899	0.0157	0.1087	-0.1687
Si	6.8362	4.1018	28.8899	0.1342	-0.0623	-0.0316
Si	4.1018	6.8362	28.8899	-0.0868	-0.1283	-0.2188
Si	9.5708	6.8362	28.8899	0.2371	-0.042	0.4422
Si	1.3673	9.5708	28.8899	0.2134	-0.0716	0.1696
Si	6.8362	9.5708	28.8899	-0.1131	0.0782	-0.0118
Si	0	0	30.2572	0.0271	0.0248	-0.0367
Si	5.469	0	30.2572	-0.0332	0.0058	0.0211
Si	2.7345	2.7345	30.2572	0.0463	0.0353	-0.0485
Si	8.2035	2.7345	30.2572	0.0229	0.0654	0.0057
Si	0	5.469	30.2572	0.0052	0.0782	0.029
Si	5.469	5.469	30.2572	-0.0132	-0.0086	-0.0412
Si	2.7345	8.2035	30.2572	-0.0364	0.0511	0.0223
Si	8.2035	8.2035	30.2572	0.0289	0.0007	-0.0289
Si	1.3673	1.3673	31.6244	0.0103	-0.0143	-0.018
Si	6.8362	1.3673	31.6244	0.0206	-0.0329	-0.0284
Si	4.1018	4.1018	31.6244	-0.0128	-0.022	-0.0089
Si	9.5708	4.1018	31.6244	-0.0091	-0.0265	-0.0266
Si	1.3673	6.8362	31.6244	0.0069	-0.0643	-0.0208
Si	6.8362	6.8362	31.6244	0.0077	0.0017	-0.014
Si	4.1018	9.5708	31.6244	0.0547	0.0066	-0.016
Si	9.5708	9.5708	31.6244	-0.0093	0.0153	-0.0085
Si	2.7345	0	0.6835	0.001	-0.042	0.0013
Si	8.2035	0	0.6835	-0.057	0.0656	-0.0024
Si	0	2.7345	0.6835	-0.0191	0.0221	0.0399
Si	5.469	2.7345	0.6835	-0.0215	0.0436	0.0255
Si	2.7345	5.469	0.6835	-0.0368	0.0703	-0.0025
Si	8.2035	5.469	0.6835	0.0567	-0.0171	0.0025
Si	0	8.2035	0.6835	0.0402	-0.0067	0.0246
Si	5.469	8.2035	0.6835	-0.0182	-0.0017	0.0504
Si	4.1018	1.3673	2.0507	-0.0408	-0.05	0.0019
Si	9.5708	1.3673	2.0507	-0.0455	-0.1282	0.0301
Si	1.3673	4.1018	2.0507	0.1134	0.0165	0.0144
Si	6.8362	4.1018	2.0507	-0.0138	-0.0375	0.0107
Si	4.1018	6.8362	2.0507	-0.0377	-0.1282	0.0288
Si	9.5708	6.8362	2.0507	-0.1199	-0.0775	-0.0278
Si	1.3673	9.5708	2.0507	-0.0263	0.0938	-0.0397
Si	6.8362	9.5708	2.0507	0.1567	0.0839	0.016
Si	0	0	3.418	-0.0278	-0.4809	-0.5549
Si	5.469	0	3.418	-0.0846	0.0628	-0.0058
Si	2.7345	2.7345	3.418	-0.0183	0.1997	-0.1488
Si	8.2035	2.7345	3.418	-0.2774	0.0522	-0.0315
Si	0	5.469	3.418	0.0216	0.2433	0.138
Si	5.469	5.469	3.418	-0.1855	0.0407	0.1266
Si	2.7345	8.2035	3.418	-0.0681	-0.0292	0.2839
Si	8.2035	8.2035	3.418	0.1202	-0.0286	-0.131
Si	1.3054	1.3846	4.7012	0.0007	0.0051	0.0044
Si	6.815	1.3669	4.7956	0.0043	-0.0008	-0.0042
Si	4.0854	4.0982	4.8144	-0.0088	0.0046	0.0026
Si	9.5081	4.1532	4.7594	0.0022	0.0059	-0.0001
Si	1.3445	6.8606	4.8436	0.0033	-0.002	-0.0076
Si	6.7644	6.9213	4.7757	-0.0065	0.0126	0.0055
Si	4.1007	9.5842	4.8007	0.0022	0.0013	-0.0062
Si	9.6769	9.4694	4.7705	-0.0088	0.0096	-0.0062
Si	2.6965	0.0607	6.0413	-0.0083	-0.0174	-0.0043
Si	8.2	-0.1382	5.9674	-0.0023	-0.005	0.0178
Si	-0.1688	2.6523	6.0316	0.0052	0.0018	0.008
Si	5.4654	2.7284	6.2321	0.0064	-0.0136	-0.0201
Si	2.6541	5.4532	6.1957	0.0084	-0.003	0.004
Si	8.1641	5.5805	6.0889	0.0022	-0.0226	-0.0265
Si	0.0613	8.1947	6.373	0.0002	-0.0169	-0.0374
Si	5.4135	8.2571	6.2715	0.0112	0.0009	0.0138
Si	3.743	1.6153	7.4331	-0.0057	0.0019	0.0152
Si	9.6257	1.0341	7.3635	-0.001	0.0069	-0.0333
Si	1.4063	3.7483	7.301	-0.011	0.0033	-0.0288
Si	6.5676	4.4712	7.3838	0.0015	0.0056	0.0226
Si	4.2225	6.6467	7.5358	-0.0127	0.0084	-0.0252
Si	9.2974	7.0021	7.6043	0.0069	0.0054	0.0365
Si	1.2146	9.9866	7.5435	0.0189	0.0268	0.0276
Si	7.1532	9.3624	7.4865	-0.0239	0.0035	-0.0543
O	9.541	6.9275	24.3636	-0.0079	0.0051	-0.019
O	4.2422	1.2671	24.374	0.0023	-0.0009	-0.0234
O	8.1765	8.1671	8.0682	0.0042	-0.0051	0.0259
O	2.6488	2.7917	7.7957	0.0002	-0.0028	0.0193
O	6.8682	4.1281	24.4187	0.0001	-0.0012	-0.0273
O	1.2997	9.6666	24.3992	-0.0059	0.0073	-0.0154
O	3.6789	7.2515	8.9923	0.0003	0.0002	0.0185
O	-0.0421	0.0923	7.7881	0.0104	-0.0088	0.0113
O	5.4006	5.5401	7.8662	0.0044	-0.0054	0.0171
O	6.7839	10.3943	8.7469	0.0031	0.0163	0.0225
O	9.6757	6.0044	8.894	0.0025	0.0038	0.0035
N	1.9194	9.9157	9.165	0.0081	0.0008	-0.0077
O	3.9523	0.8793	8.9118	0.0018	-0.0029	0.0096
O	0.4248	3.9479	8.6142	0.0015	-0.0024	0.0143
O	8.8209	1.275	8.8012	-0.0108	-0.0015	0.0119
O	0.2001	10.2599	11.3404	0.0019	0.0059	0.0076
O	8.087	8.9292	23.5252	0.0009	-0.0051	-0.0012
O	8.7247	2.5039	23.4383	-0.0018	0.0023	-0.0018
O	5.0751	6.1108	23.8431	0.0042	0.0015	-0.0078
O	2.5242	2.8232	23.3459	-0.0012	-0.0042	-0.0047
O	10.3667	0.4077	23.5525	0.0009	0.0005	0.0005
O	0.2749	5.3554	23.1862	0.0051	0.001	-0.014
O	3.0063	8.0464	23.3859	-0.0028	-0.0026	-0.016
O	5.9592	10.4744	23.353	-0.0018	0.0011	-0.0086
Si	9.8453	1.644	22.6233	-0.0007	0.0014	-0.0088
Si	2.8773	7.7017	21.8058	0.0021	0.0134	0.0209
Si	4.7683	10.0739	15.4133	-0.0052	-0.0061	0.0154
Si	9.7369	-0.012	17.5915	0.004	0.0004	-0.0012
Si	4.2642	0.2957	12.6856	-0.004	0.0047	0.0015
Si	4.6179	5.1645	11.5991	-0.0211	-0.0066	-0.0161
Si	7.5612	0.6212	9.6212	-0.0157	0.0069	0.0051
Si	1.7532	2.8642	21.9246	-0.0091	-0.0068	0.0192
Si	6.0673	2.6249	19.1966	0.0065	-0.0056	-0.0045
Si	6.0624	7.6435	18.368	0.0032	0.005	-0.0166
Si	6.7127	3.4668	10.2019	0.0016	-0.0077	-0.0222
Si	3.2509	12.6001	19.4676	-0.0125	-0.0079	-0.0096
Si	2.565	6.8308	10.1282	-0.0098	0.0038	-0.0295
Si	5.3906	15.0655	14.3157	-0.0053	-0.0007	0.0086
Si	10.8518	-2.8426	17.5404	0.0028	0.0044	-0.0019
Si	13.3604	-1.7543	16.9069	-0.0027	-0.0038	-0.0134
Si	8.0176	11.3812	20.3194	0.0076	-0.0132	0.0062
Si	2.8731	11.1638	9.9433	-0.0069	-0.0082	-0.0091
Si	6.6572	7.2397	12.6946	0.0019	0.0065	-0.0023
Si	9.7372	6.0408	19.4631	0.0057	0.0033	-0.0039
Si	-4.0539	-1.5428	22.5298	-0.0032	0.0008	-0.0026
Si	6.0154	6.5628	15.6209	0.0026	0.0073	0.0105
Si	12.3999	12.1617	16.8228	-0.0129	-0.0014	0.0021
Si	7.2223	10.3514	12.3279	0.0101	0.0074	-0.0083
Si	10.9887	5.2418	9.5173	0.0035	0.0005	-0.0102
Si	5.3865	6.5558	22.3192	0.0009	0.0154	0.0129
Si	6.9186	5.4462	20.2079	0.0027	0.0047	0.0079
Si	1.9475	2.011	13.8103	0.0059	0.008	0.0068
Si	5.7526	1.7868	16.1536	-0.0024	-0.0105	-0.0066
Si	0.8935	9.1541	10.3464	0.0042	-0.0045	-0.0227
Si	0.6049	0.8718	11.6566	0.0001	-0.0011	-0.0025
Si	-2.8484	4.6328	12.7884	-0.0032	-0.0033	-0.012
Si	0.8289	5.5381	21.6502	-0.0176	0.0028	0.0151
Si	3.8744	-1.3939	19.5459	-0.0051	-0.0071	0.0034
Si	19.4512	6.6939	17.1053	0.0043	0.0099	0.0034
Si	7.6727	10.7404	15.2091	-0.0059	-0.0056	0.0153
Si	-0.1308	3.5879	12.2428	0.005	0.0146	-0.0173
O	10.6735	7.2966	18.9685	-0.0047	-0.0059	0.0124
O	1.7898	1.3002	10.5877	-0.0088	0.009	0.012
O	18.4949	6.0972	15.9533	-0.0057	-0.0047	-0.0043
O	1.7986	13.0296	15.4508	-0.0003	-0.0015	-0.0092
O	8.89	10.5178	16.2494	-0.0039	-0.0004	0.0014
O	0.1759	2.5545	22.1874	0.0119	-0.0008	-0.0027
O	1.9028	8.0404	11.0308	0.0014	0.0083	0.0121
O	-5.7019	4.0873	10.5357	0.003	0.0054	0.007
O	6.7258	1.3946	20.0382	-0.0067	0.0063	-0.0011
O	12.269	-2.9548	16.731	0.0017	-0.0033	-0.0009
O	5.4091	7.3201	16.9151	-0.0027	-0.0028	0.0091
O	-0.4847	13.0414	11.5888	-0.0066	0.0034	0.0043
O	6.0402	7.3689	14.2038	0.0006	-0.0029	-0.0027
O	1.059	11.702	13.2322	-0.0031	-0.0003	0.0044
O	7.1341	12.2597	15.4254	-0.0017	0.0052	-0.0019
O	5.5753	6.4866	11.7279	0.0014	0.0004	0.0055
O	4.1516	10.166	13.9085	-0.0001	0.0019	-0.0077
O	9.1531	1.1211	21.258	-0.0105	-0.0048	-0.0057
O	-0.2978	9.6391	17.9805	-0.0073	0.0021	0.004
O	5.8855	6.335	19.3106	0.0008	-0.0055	0.0038
O	6.1649	2.4179	17.581	-0.0033	0.0008	0.0082
O	-0.268	5.2023	20.4835	-0.0029	-0.0015	-0.002
O	7.6731	7.7944	18.0413	0.0001	-0.0017	0.0064
O	7.2933	4.0132	8.7853	-0.004	0	0.0012
O	16.8381	0.3965	12.4707	0.0013	-0.0038	-0.0001
O	1.9552	4.3927	21.3997	0.0023	0.0029	-0.0061
O	9.139	5.464	18.0254	-0.0096	-0.0051	-0.001
O	1.3178	6.2369	9.2785	0.0043	-0.0031	0.0191
O	-2.7755	-0.4044	13.6625	0.0022	-0.0016	-0.0002
O	9.7529	7.5293	16.4691	-0.0061	-0.0036	0.0004
O	6.5701	1.8467	10.0483	0.0087	0.0009	0.0054
O	8.0042	6.2825	12.6919	0.0019	-0.0021	0.0025
O	-4.0029	3.9447	19.5949	-0.0057	0.0004	0.002
O	10.7924	1.2211	17.2541	-0.0015	-0.0014	0.0016
O	4.0044	11.156	19.5624	-0.0027	0.0044	0.0022
O	5.3279	8.9195	19.0746	0.0021	0.0006	0.0015
O	8.0597	-0.1128	11.005	0.0005	-0.0024	0.0137
O	15.4043	2.764	19.5256	-0.0002	0.002	0.0057
O	6.9055	-2.1893	12.1374	-0.0051	-0.0064	0.0017
O	5.075	5.2728	15.4214	-0.0036	-0.0033	-0.006
O	-0.4163	8.4491	9.6578	-0.2546	0.0717	0.1016
O	3.6689	-0.3161	11.2846	0.0016	-0.0015	0.0017
O	6.355	5.3987	21.726	0.0024	-0.0105	-0.0041
O	1.2621	3.376	13.1296	-0.0023	-0.0029	0.0068
O	7.4644	-0.8821	21.14	0.005	0.0101	-0.0098
O	3.9884	6.5561	21.4918	-0.007	-0.0025	-0.0055
O	15.9524	2.7874	15.1229	0.0009	0.0021	-0.002
O	6.9647	4.1275	13.8638	-0.004	-0.0018	0.0001
O	13.6699	9.1173	18.4924	0.0032	0.0022	0.0034
O	3.4625	12.6006	13.1868	-0.0005	-0.0045	-0.001
O	6.0302	8.0542	22.1739	-0.0015	-0.006	0.0011
O	4.6993	-10.406	16.2895	-0.0056	0.0062	0.0053
O	3.2859	9.0426	20.978	0.002	0.0005	-0.0037
O	7.7665	3.9237	11.3516	0.0023	0.004	0.0109
O	17.3223	-1.2115	15.461	0.0051	0.0009	-0.0046
O	2.3479	1.7847	18.0939	0.0077	-0.0007	0.0058
O	3.1624	5.6825	11.1104	0.0126	-0.0082	0.0159
O	4.4392	4.3927	13.025	0.0029	0.0003	0.0056
O	-0.0428	4.7417	11.0701	-0.001	-0.0126	0.0172
O	12.781	-0.3106	16.4432	0.0021	0.002	0.0041
O	8.3586	6.2165	20.3302	-0.0075	-0.0045	0.0031
O	1.4192	7.0553	21.4525	0.008	-0.0012	-0.0034
O	8.7195	11.1638	18.8499	-0.0048	-0.001	0.0011
O	25.6587	-1.9742	16.0599	-0.0026	0.0017	0.003
O	2.3149	1.8426	20.7899	0.0032	0.0018	-0.0033
O	-1.3552	4.1174	13.2101	0.0014	-0.0007	0.0043
H	-1.2632	8.835	9.9582	0.2365	-0.0893	-0.107

Results
free energy: -135566.456 eV
free energy less fixed offsets of H -15.97, N -385.13, O -568.88, Si -635.61 eV per atom: 1.094 eV

The program warned: the cutoff lies below the one the program advises for these potential files; the exchange-correlation potential is rough where the density is thin.
